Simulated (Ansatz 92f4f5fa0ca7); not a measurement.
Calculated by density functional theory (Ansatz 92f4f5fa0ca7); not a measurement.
Periodic cell of 226 atoms, Si134O92, from a study of silicon, its oxide and their interface. The atomic structure is a simulated model.
This geometry differs little from another in the collection (a relaxation step or a small displacement).

Settings
functional: r2SCAN
potential files: Ansatz PAW
basis: plane waves
wave-function cutoff: 800 eV
density cutoff ratio: 5
exchange-correlation grid ratio: 1
k mesh: 1 x 1 x 1, Gamma-centred
self-consistency stop: 5e-08 eV per atom in the density residual
occupations: fixed
spin: none
net charge: 0

Cell vectors (angstrom)
a  10.938  0  0
b  0  10.938  0
c  0  0  31.9494

Atoms and the computed forces on them: element, x, y, z (angstrom), force x, y, z (eV/angstrom)
Si  10.6393  0.0349  24.3919  -0.0023  -0.0005  -0.0098
Si  5.088  0.1742  24.6283  -0.0067  0.0027  -0.0052
Si  2.8266  2.3476  24.5143  -0.0044  -0.0058  -0.008
Si  8.5809  2.4655  24.5357  0.0042  0.0036  -0.0028
Si  10.7004  5.6178  24.3123  0.0005  -0.0049  0.0026
Si  5.1737  5.649  24.4444  0.003  0.0028  -0.018
Si  2.9947  7.9735  24.3746  0.001  0.0097  -0.0066
Si  8.4277  7.8733  24.4136  -0.0022  0.0037  -0.0279
Si  1.2999  1.1837  25.8119  0.0041  -0.0003  0.0009
Si  6.8265  1.364  25.7326  -0.0017  0.0015  0.0012
Si  4.0001  4.0527  25.738  0.0022  -0.0032  0.0039
Si  9.677  4.0608  25.8348  0.0012  -0.002  -0.0039
Si  1.3473  6.8163  25.6549  0.0017  -0.0001  -0.001
Si  6.8176  6.7579  25.7517  -0.0018  -0.0012  0.0039
Si  4.0276  9.4998  25.9064  -0.0016  -0.0013  -0.0006
Si  9.5061  9.4785  25.7912  0.0012  0.0015  0.0025
Si  2.7007  -0.0522  27.2256  0.0009  0.001  0.0002
Si  8.1705  -0.0215  27.142  -0.0009  0.0026  0.0022
Si  0.069  2.6906  27.186  -0.0041  0.0017  0.0008
Si  5.4712  2.7596  27.1241  -0.0002  -0.0036  -0.0003
Si  2.6888  5.4635  27.1204  -0.0041  0.0024  0.0024
Si  8.2157  5.4221  27.1483  0.0034  -0.0031  0.0026
Si  0.0318  8.1902  27.1265  0.0009  -0.0011  0.003
Si  5.5133  8.1773  27.1691  -0.0035  0.0024  0.001
Si  4.1018  1.3673  28.5312  0.0626  0.0612  -0.2397
Si  9.5708  1.3673  28.5312  -0.1035  -0.1166  -0.2051
Si  1.3673  4.1018  28.5312  0.22  -0.0327  0.1478
Si  6.8362  4.1018  28.5312  -0.0385  -0.0563  -0.031
Si  4.1018  6.8362  28.5312  -0.053  -0.1885  -0.3014
Si  9.5708  6.8362  28.5312  0.0823  -0.0594  -0.336
Si  1.3673  9.5708  28.5312  -0.3375  -0.3873  0.4875
Si  6.8362  9.5708  28.5312  0.0005  -0.0161  0.1428
Si  0  0  29.8984  -0.0913  -0.1337  0.0065
Si  5.469  0  29.8984  -0.0117  -0.027  -0.0307
Si  2.7345  2.7345  29.8984  0.0642  0.1248  -0.0053
Si  8.2035  2.7345  29.8984  -0.0811  -0.0321  -0.0456
Si  0  5.469  29.8984  -0.073  -0.0604  -0.0295
Si  5.469  5.469  29.8984  -0.0487  -0.0515  -0.0331
Si  2.7345  8.2035  29.8984  -0.0788  0.0079  -0.0105
Si  8.2035  8.2035  29.8984  0.0134  0.0644  -0.0363
Si  1.3673  1.3673  31.2657  0.0354  0.0231  -0.0385
Si  6.8362  1.3673  31.2657  0.047  -0.0021  -0.0127
Si  4.1018  4.1018  31.2657  0.0241  -0.0502  0.0028
Si  9.5708  4.1018  31.2657  -0.0102  -0.0025  -0.0156
Si  1.3673  6.8362  31.2657  0.0687  -0.0349  -0.0161
Si  6.8362  6.8362  31.2657  0.0111  0.0023  -0.0317
Si  4.1018  9.5708  31.2657  0.0013  0.0162  -0.0139
Si  9.5708  9.5708  31.2657  -0.022  0.0141  0.0065
Si  2.7345  0  0.6835  -0.0334  -0.0231  -0.0008
Si  8.2035  0  0.6835  -0.0498  -0.0037  -0.0046
Si  0  2.7345  0.6835  -0.0172  0.0032  0.0292
Si  5.469  2.7345  0.6835  -0.0095  0.0312  0.0289
Si  2.7345  5.469  0.6835  -0.0049  -0.017  -0.0053
Si  8.2035  5.469  0.6835  -0.0334  -0.0024  -0.001
Si  0  8.2035  0.6835  -0.0063  0.026  0.0271
Si  5.469  8.2035  0.6835  -0.0003  0.0188  0.0388
Si  4.1018  1.3673  2.0507  0.008  -0.0005  0.0471
Si  9.5708  1.3673  2.0507  -0.0639  -0.0131  0.0101
Si  1.3673  4.1018  2.0507  0.1055  0.0441  0.0122
Si  6.8362  4.1018  2.0507  0.101  0.0363  0.0386
Si  4.1018  6.8362  2.0507  -0.0514  -0.0686  0.0047
Si  9.5708  6.8362  2.0507  -0.0732  -0.0583  0.0406
Si  1.3673  9.5708  2.0507  0.1287  0.0759  0.0215
Si  6.8362  9.5708  2.0507  0.1514  0.1059  0.0021
Si  0  0  3.418  0.0721  0.012  0.3625
Si  5.469  0  3.418  0.0132  0.0031  0.2461
Si  2.7345  2.7345  3.418  -0.1983  0.0557  -0.047
Si  8.2035  2.7345  3.418  0.2308  0.1067  -0.4284
Si  0  5.469  3.418  0.1004  0.0744  0.372
Si  5.469  5.469  3.418  -0.0957  0.1522  0.0888
Si  2.7345  8.2035  3.418  -0.0985  0.0645  -0.1051
Si  8.2035  8.2035  3.418  0.157  0.3417  -0.1496
Si  1.3605  1.4089  4.8228  -0.0007  -0.0007  -0.003
Si  6.8689  1.4115  4.7614  -0.0012  -0.0024  -0.0007
Si  4.0596  4.1211  4.7769  0.0021  0.0031  -0.0004
Si  9.5832  4.0611  4.7878  -0.0018  0.0018  -0.003
Si  1.3437  6.9206  4.8237  0.001  0  -0.0011
Si  6.8109  6.9209  4.7567  -0.0032  -0.0012  0.0004
Si  4.0831  9.5533  4.7929  0.0008  0.0025  0
Si  9.6028  9.5412  4.8266  -0.0018  0.0017  -0.0027
Si  2.7492  0.0185  6.1449  0.0058  -0.004  -0.0025
Si  8.2869  0.0727  6.1064  -0.0033  0.002  -0.0009
Si  0.0182  2.7687  6.2911  0.0013  0.0009  0.0005
Si  5.5054  2.8067  6.1037  0  0.001  -0.0035
Si  2.7422  5.5701  6.1395  0.0025  -0.0019  0.0005
Si  8.2475  5.565  5.9933  -0.0015  0.0021  -0.005
Si  0.043  8.2723  6.3609  0.0011  -0.0003  -0.0019
Si  5.4825  8.2716  6.225  0.0001  -0.0003  -0.0011
Si  4.4172  1.1482  7.3521  -0.0002  -0.0111  0.0075
Si  9.8099  1.1263  7.618  -0.0078  0.0015  0.0124
Si  1.1785  4.4712  7.502  0.0068  -0.0044  0.0113
Si  6.6322  4.5185  7.282  -0.0085  0.0048  0.0125
Si  4.3107  6.6811  7.555  0.0018  -0.0037  0.0035
Si  9.737  6.5838  7.5211  -0.0049  -0.0029  0.0126
Si  1.274  9.9152  7.7055  0.0058  -0.0016  0.0141
Si  6.7084  9.9234  7.4221  -0.0045  -0.0031  0.0027
O  9.6023  1.2731  23.9814  -0.005  0.0012  0.0019
O  4.1247  6.8343  23.9429  -0.0074  -0.0015  0.0053
O  4.0093  1.2871  24.0506  0.0016  -0.0066  -0.0021
O  9.5403  6.7433  23.8989  0.0004  -0.0005  0.0071
O  -0.0252  5.5054  8.004  -0.003  0.0034  -0.0075
O  5.557  0.0785  7.8921  0.0052  0.0159  0.0036
O  0.063  0.061  8.1281  0.0009  -0.0019  -0.0103
O  5.5148  5.5889  7.8674  0.0082  -0.0029  0.0011
O  7.57  3.9607  8.4838  0.0011  -0.0004  -0.0082
O  8.7669  7.045  8.783  0.0036  -0.0025  -0.0041
O  2.1821  9.4165  9.0259  -0.0051  0.0039  -0.005
O  8.8968  1.6958  8.8937  0.003  -0.0029  -0.0034
O  7.5812  9.4101  8.7127  -0.0014  0.0021  -0.0049
O  3.6357  1.7868  8.6301  0.0006  -0.0003  -0.0078
O  3.5884  7.2109  8.9535  -0.0003  -0.0009  -0.0042
O  2.0926  3.9622  8.7778  -0.0064  0.0036  -0.0031
O  8.1537  3.488  23.322  0.0044  -0.0032  0.0036
O  0.414  4.9244  22.9445  -0.0018  0.001  0.0004
O  1.9209  2.8023  23.2298  0.0063  -0.0023  0.0047
O  5.8687  4.9225  23.1442  -0.0037  0.0035  0.0068
O  5.5378  10.1009  23.434  0.0053  -0.0018  0.004
O  2.4269  8.7004  23.0038  0.0019  -0.003  0.0025
O  0.2156  10.1085  23.0699  -0.0029  0.0038  0.0052
O  7.7742  8.6404  23.1062  0.0033  -0.0027  0.0088
Si  8.6638  7.7193  18.4337  -0.0005  -0.0002  0.0013
Si  8.7789  6.3195  13.6263  0.0016  0.0008  -0.0001
Si  3.8109  1.5189  14.7105  0.0001  0.0007  -0.0002
Si  2.1144  5.7425  17.6115  0.0002  -0.0015  -0.0003
Si  2.3953  3.1438  19.4768  0.0008  -0.0003  -0.0021
Si  9.7944  8.9944  12.1076  0.0014  0.0019  0.0008
Si  1.3307  9.4398  22.0582  0.0001  -0.0007  -0.0035
Si  9.1624  0.9417  13.2135  -0.0001  -0.0011  -0.0009
Si  1.4189  5.0336  13.0341  -0.0018  0.0002  -0.0016
Si  1.7831  8.228  12.8193  -0.0013  0.0006  0.0017
Si  6.6754  9.6138  22.412  -0.0035  -0.0047  0.0003
Si  4.5084  4.5753  15.693  -0.0008  -0.002  0.0006
Si  8.2098  3.0047  9.5941  0.0017  0.0023  0.0017
Si  0.8355  8.2622  19.2433  -0.0006  0.0005  -0.0053
Si  6.9636  1.3876  21.078  -0.0015  -0.001  -0.0001
Si  8.2149  8.2839  9.6875  0.0007  0.0005  0.004
Si  10.8762  5.1805  15.6076  0.0025  -0.0018  -0.0012
Si  7.5676  9.4992  16.3122  0.0004  -0.0005  0.0012
Si  9.9295  2.0757  20.2938  -0.0003  -0.0005  -0.0013
Si  3.2132  8.4894  9.9231  -0.0011  -0.0007  0.0017
Si  6.6813  3.3858  17.4333  -0.0008  0.0005  -0.0004
Si  1.1515  0.2246  19.7842  0.0002  0.001  0.0003
Si  3.2429  2.8211  12.2977  -0.0014  0.001  0.0001
Si  7.2136  5.4355  19.689  -0.0012  0.0015  -0.0006
Si  5.7477  8.6223  11.5504  0.0004  0.0006  -0.0004
Si  5.7856  6.032  13.1905  -0.0003  -0.001  -0.0005
Si  4.6419  9.728  17.6172  0.001  0.001  0.0003
Si  1.0068  3.6078  22.1651  0.0003  -0.0013  -0.0038
Si  4.8966  1.506  18.8067  -0.0018  0.0005  0.0001
Si  3.2153  3.0622  9.5115  -0.0029  0.0011  0.0011
Si  6.448  10.7846  13.7805  -0.001  0.0001  0.0007
Si  10.3334  0.1266  15.9826  0.0001  -0.0005  0.0014
Si  5.6701  3.6394  11.1438  -0.0014  0.0004  -0.0011
Si  9.8363  3.8601  11.9216  0.001  -0.0002  0.0013
Si  2.3332  9.9248  15.5456  -0.0006  0.002  -0.0014
Si  6.0999  8.1716  19.7933  0.0011  -0.0007  0.0014
Si  6.9476  3.9963  22.3716  -0.0008  0.0011  -0.0039
Si  9.7405  2.7857  17.3782  -0.0014  0.0018  -0.0031
O  7.1959  6.3257  13.9421  -0.002  0.0001  0.0019
O  1.8523  7.0701  18.6379  0.001  0.0004  0.0006
O  10.3009  3.9997  16.5081  -0.0008  -0.0026  0.0018
O  6.1642  9.9501  17.0334  -0.001  0.0019  -0.0005
O  10.1099  0.7209  14.4982  0.001  0.0017  -0.0011
O  8.4316  6.1574  18.8695  0.0031  -0.0014  -0.0014
O  5.171  0.658  14.3983  0.0017  -0.0012  -0.0006
O  5.7314  2.0914  17.5617  -0.0001  -0.0018  -0.0021
O  8.3516  1.9711  20.5332  0.0003  0.0011  -0.0015
O  1.9945  4.3151  18.4094  -0.0014  -0.0008  0.0001
O  6.9715  2.7934  10.647  0.0003  -0.0023  0.0008
O  4.8634  2.7229  12.2039  0.0046  -0.002  0.0021
O  5.9823  4.3893  16.3713  0  0.0018  -0.0002
O  4.582  3.8802  9.9281  0.0003  0.0018  -0.0023
O  10.6926  2.7725  21.547  -0.0005  0.0018  0.0036
O  9.7103  6.1064  14.9516  -0.002  0.0025  0.0016
O  6.0406  6.5485  19.8461  -0.004  -0.0005  -0.0008
O  4.1199  0.1928  18.2659  -0.001  0.001  0.0001
O  9.2808  10.5131  12.3411  0.0001  -0.0015  -0.0004
O  2.8386  4.3373  12.723  0.0015  0.0022  0.001
O  1.8856  10.7096  21.1799  0.0042  0.0007  0.0022
O  3.9612  2.7167  19.3636  0.0014  0.0011  -0.0006
O  0.7317  10.091  15.962  -0.0014  -0.001  0.0006
O  1.2519  9.8188  18.8331  -0.0006  0  -0.0019
O  1.7033  1.6688  19.2619  -0.0014  -0.0004  -0.0028
O  8.9352  10.378  16.4779  0.0009  0.0008  0.0002
O  4.9038  8.6373  18.7973  -0.0028  -0.0017  0.0005
O  9.5185  8.7516  10.5282  -0.0016  0.0002  -0.0042
O  6.7308  4.152  18.8533  -0.0011  0  0.0012
O  2.8752  1.7223  13.3923  -0.0036  -0.0045  0.0003
O  5.8901  8.8209  21.2488  -0.0004  0.0027  0.0029
O  2.5659  2.4811  10.8773  -0.0024  -0.0021  -0.0039
O  7.5895  4.8748  21.164  0.0013  -0.0022  0.0035
O  5.2249  7.4332  12.5515  -0.0018  0.001  0.0006
O  0.4065  8.9899  12.5027  -0.0012  -0.0004  0
O  7.5742  1.0054  13.5561  -0.0014  0.0038  -0.0008
O  7.1098  9.6345  14.7529  0.0004  -0.0019  -0.0024
O  8.9935  5.0056  12.6945  -0.0025  -0.0008  -0.0003
O  8.0961  8.0564  16.9184  -0.0003  -0.0034  -0.0025
O  6.2455  2.6067  21.8875  -0.0038  0.0015  0.0021
O  2.4057  9.0393  14.1309  0.0009  -0.0011  0.0004
O  0.4147  4.4344  11.9095  0.0009  -0.0012  -0.0013
O  0.8275  8.3514  20.9064  -0.0005  -0.0021  0.0011
O  9.3823  3.7827  10.3777  -0.0004  0.0006  -0.0037
O  9.6267  2.357  12.5432  0.0001  -0.0004  0.0003
O  7.6295  8.5874  19.3624  -0.0004  0.0033  0.0005
O  2.5449  8.191  11.3781  0.0031  0.0009  -0.0035
O  4.0057  3.0276  15.3516  -0.0004  0.0013  0.0005
O  0.8425  4.5083  14.4491  -0.0015  -0.0009  0.004
O  10.0601  2.9983  18.9556  0.001  0.0026  0.0011
O  9.1299  7.7616  12.952  -0.0011  -0.0003  0.0002
O  10.518  0.5715  20.0685  -0.003  -0.0031  -0.0007
O  6.0208  5.0156  11.9263  0.0013  0.0002  -0.0014
O  8.1446  2.8096  17.0629  0.0033  -0.0007  -0.0017
O  3.4814  5.4416  16.68  0.0012  0.0004  -0.001
O  4.6645  9.0738  10.4066  -0.0005  0.0017  -0.0017
O  1.5419  6.6469  13.146  0.0007  -0.0007  0.0008
O  4.7784  5.4418  14.3316  -0.0021  0.0003  -0.0002
O  2.0064  3.8332  20.8985  -0.0023  0.0037  0.0048
O  10.4887  1.4046  16.9684  0.0016  -0.0011  0
O  0.9111  6.0382  16.5649  -0.0014  0.0024  -0.0007
O  7.3598  10.9902  21.8991  0.0027  -0.0005  0.0018
O  5.9251  0.9686  19.9277  0.0009  -0.0023  0.0014
O  6.0762  9.9612  12.4222  -0.0006  0.0007  -0.0009
O  2.8642  0.5254  15.5562  -0.0018  0.0001  0.0001
O  7.0411  7.9811  10.7771  0.001  -0.0016  -0.0018
O  10.2407  8.0309  18.6889  -0.0005  0.0004  -0.0007
O  3.4402  9.2371  16.5899  -0.0017  -0.0033  -0.0001

Results
free energy: -138181.769 eV
free energy less fixed offsets of O -570.45, Si -639.56 eV per atom: 0.671 eV

The program warned: the cutoff lies below the one the program advises for these potential files; the forces do not sum to zero within the program's tolerance; empty levels may hold ghost states of the PAW files; the exchange-correlation potential is rough where the density is thin.
